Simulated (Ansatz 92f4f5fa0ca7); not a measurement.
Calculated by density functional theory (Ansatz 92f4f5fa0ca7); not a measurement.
Periodic cell of 224 atoms, Si132O90B1H1, from a study of silicon, its oxide and their interface. The atomic structure is a simulated model.
Doubt: the cutoff is far below the 930 eV that the study's wrapper takes by default for these files, so forces and energies are approximate.
This geometry differs little from another in the collection (a relaxation step or a small displacement).

Settings
functional: PBE
potential files: Ansatz PAW
basis: plane waves
wave-function cutoff: 580 eV
density cutoff ratio: 5
exchange-correlation grid ratio: 1
k mesh: 1 x 1 x 1, Gamma-centred
self-consistency stop: 5e-08 eV per atom in the density residual
occupations: fixed
spin: none
net charge: 0

Cell vectors (angstrom)
a  10.938  0  0
b  0  10.938  0
c  0  0  33.1613

Atoms and the computed forces on them: element, x, y, z (angstrom), force x, y, z (eV/angstrom)
Si  0.463  -0.3475  25.7944  -0.0159  0.0124  0.0015
Si  5.3398  0.3292  25.6282  0.0046  0.0021  -0.0016
Si  2.9566  2.4215  25.6211  0.0001  0.0016  -0.0009
Si  7.9736  3.0323  25.9198  -0.0006  -0.0042  0.0035
Si  -0.275  5.6386  25.6195  -0.0006  -0.0027  -0.0035
Si  5.8775  5.322  25.7223  -0.0037  -0.0016  -0.003
Si  2.6506  8.3227  25.5429  0.0021  -0.0027  -0.008
Si  8.5812  8.0259  25.6531  -0.0017  0.0059  0.0058
Si  1.5109  1.2972  27.096  -0.0056  0.0023  -0.0081
Si  6.7997  1.4124  27.1162  0.0023  -0.0056  -0.0003
Si  4.1268  4.1243  26.861  -0.0043  0.0025  -0.0031
Si  9.6044  4.1612  27.123  0.003  -0.0012  -0.0019
Si  1.4036  6.7926  26.8865  0.0038  -0.0081  0.0016
Si  6.9861  6.8833  27.0419  -0.0044  0.0066  -0.0085
Si  4.2004  9.553  26.8788  0.0053  -0.0041  -0.0005
Si  9.7001  9.5389  27.0462  0.0007  0.004  -0.0067
Si  2.8426  -0.0907  28.4028  0.003  0.0042  -0.0004
Si  8.2329  -0.0207  28.3598  0.0014  -0.0009  -0.002
Si  0.0469  2.6955  28.3734  0.002  -0.0025  -0.0012
Si  5.4109  2.7848  28.3967  0.0003  -0.0018  -0.0026
Si  2.7505  5.4434  28.3043  0.0016  -0.0013  0.0013
Si  8.2292  5.4864  28.4587  0.0046  -0.0005  0.0008
Si  0.0697  8.1337  28.3846  -0.0049  0.0015  -0.0014
Si  5.5065  8.1991  28.3367  0.0009  -0.0016  0.0026
Si  4.1018  1.3673  29.743  0.0757  -0.0335  0.2779
Si  9.5708  1.3673  29.743  0.0578  -0.0646  -0.0997
Si  1.3673  4.1018  29.743  0.2082  -0.0157  -0.2085
Si  6.8362  4.1018  29.743  -0.2145  0.0742  0.2402
Si  4.1018  6.8362  29.743  0.0103  -0.0471  -0.4896
Si  9.5708  6.8362  29.743  0.3844  0.1336  0.5422
Si  1.3673  9.5708  29.743  0.2735  -0.3043  0.0826
Si  6.8362  9.5708  29.743  0.0849  -0.0174  -0.1323
Si  0  0  31.1103  -0.0017  0.0269  -0.0369
Si  5.469  0  31.1103  0.0674  0.1809  -0.0055
Si  2.7345  2.7345  31.1103  -0.0458  -0.0676  -0.0084
Si  8.2035  2.7345  31.1103  -0.0498  0.0182  -0.0253
Si  0  5.469  31.1103  -0.0681  0.0941  0.0041
Si  5.469  5.469  31.1103  0.0666  -0.0186  0.0026
Si  2.7345  8.2035  31.1103  -0.0841  0.0749  0.0175
Si  8.2035  8.2035  31.1103  0.0786  0.0479  -0.0075
Si  1.3673  1.3673  32.4775  -0.0059  0.0307  -0.0039
Si  6.8362  1.3673  32.4775  0.0294  -0.0844  -0.0078
Si  4.1018  4.1018  32.4775  0.003  0.0012  -0.0176
Si  9.5708  4.1018  32.4775  0.0625  -0.0253  -0.0338
Si  1.3673  6.8362  32.4775  0.0594  -0.083  -0.0146
Si  6.8362  6.8362  32.4775  -0.0188  0.0132  -0.0084
Si  4.1018  9.5708  32.4775  0.0426  -0.0614  -0.037
Si  9.5708  9.5708  32.4775  -0.034  -0.0143  -0.0109
Si  2.7345  0  0.6835  -0.0146  0.0076  0.0065
Si  8.2035  0  0.6835  0.012  0.0741  0.0494
Si  0  2.7345  0.6835  -0.0964  0.025  0.0106
Si  5.469  2.7345  0.6835  0.0186  0.0135  0.0132
Si  2.7345  5.469  0.6835  -0.032  0.0264  0.0399
Si  8.2035  5.469  0.6835  -0.0007  -0.0134  0.0087
Si  0  8.2035  0.6835  -0.0031  0.001  0.0082
Si  5.469  8.2035  0.6835  -0.0292  0.0848  0.0045
Si  4.1018  1.3673  2.0507  -0.0188  -0.0302  0.0401
Si  9.5708  1.3673  2.0507  0.0863  -0.0185  -0.0166
Si  1.3673  4.1018  2.0507  -0.0497  -0.1241  -0.0183
Si  6.8362  4.1018  2.0507  0.005  0.0037  0.0394
Si  4.1018  6.8362  2.0507  0.0848  -0.0325  -0.0188
Si  9.5708  6.8362  2.0507  -0.0227  0.0036  0.0319
Si  1.3673  9.5708  2.0507  -0.0043  0.016  0.039
Si  6.8362  9.5708  2.0507  -0.0672  -0.1696  -0.0285
Si  0  0  3.418  0.045  0.351  -0.3507
Si  5.469  0  3.418  -0.2311  -0.1716  0.1453
Si  2.7345  2.7345  3.418  -0.312  -0.0288  -0.0084
Si  8.2035  2.7345  3.418  0.0512  0.0721  0.1402
Si  0  5.469  3.418  0.0183  -0.0813  0.173
Si  5.469  5.469  3.418  -0.0776  0.2404  -0.2067
Si  2.7345  8.2035  3.418  0.0679  0.0391  0.245
Si  8.2035  8.2035  3.418  -0.3789  -0.1512  -0.3491
Si  1.3355  1.3681  4.8129  0.0015  0.0014  -0.0003
Si  6.7934  1.3874  4.7695  -0.001  0.0044  -0.0035
Si  4.0359  4.1688  4.744  0.0028  0.0062  0.0002
Si  9.5612  4.1114  4.8195  -0.0022  0.0021  -0.0016
Si  1.3565  6.8445  4.8009  0.0034  -0.0023  -0.0036
Si  6.8084  6.8431  4.794  -0.0057  -0.0041  -0.002
Si  4.0745  9.5759  4.8506  -0.0009  -0.0004  -0.0019
Si  9.5044  9.6281  4.6864  0.0029  -0.001  -0.0062
Si  2.619  -0.0599  6.2385  -0.0004  -0.002  0.004
Si  8.1447  -0.0093  6.0992  -0.0084  0.004  0.0065
Si  -0.0389  2.7391  6.2248  -0.0028  0.0022  0.0055
Si  5.33  2.7252  6.0426  -0.0003  -0.0046  0.0075
Si  2.7165  5.4988  6.2312  -0.0025  0.0028  0.004
Si  8.1199  5.4222  6.1737  0.0075  -0.0005  0.0075
Si  -0.139  8.2233  5.9937  0.0011  -0.0062  0.006
Si  5.445  8.1896  6.232  -0.0004  0.0023  0.0072
Si  3.7704  1.6206  7.4174  0.0076  -0.0068  0.0047
Si  9.676  1.1121  7.4604  0.0023  0.0072  0.0065
Si  1.5824  3.8884  7.5383  -0.0018  -0.0036  -0.0046
Si  6.4999  4.1974  7.4164  -0.0005  0.0049  -0.0061
Si  4.3745  6.5535  7.5934  0.0052  0.0006  -0.0084
Si  9.2515  7.1167  7.3538  -0.0029  -0.0134  0.0001
Si  0.8813  9.7303  7.4431  0.0129  0.0005  0.0016
Si  7.0617  9.3711  7.4994  -0.007  -0.0013  -0.0009
O  9.6033  6.8228  25.1148  0.001  -0.0024  -0.0002
O  4.1426  1.3663  25.098  0.0011  -0.0022  0.0034
O  8.18  8.2328  7.9701  0.0053  0.0016  -0.0043
O  2.6996  2.7513  7.9994  -0.0004  -0.0066  -0.0008
O  6.9172  4.1192  25.238  0.0021  -0.0002  0.0037
O  1.5168  9.4752  25.1409  -0.0031  0.0026  -0.0017
O  5.4772  5.3775  7.929  -0.0005  -0.0008  0.0064
O  -0.128  0.0082  7.9156  -0.0033  0.0042  -0.0061
O  6.9383  3.3643  8.775  -0.0032  0.0016  0.0026
O  6.5235  10.1248  8.8765  0.0008  -0.0001  0.0047
O  10.1323  6.5397  8.6144  -0.003  0.0038  0
O  1.0991  8.8279  8.8049  -0.0013  -0.0002  0.0003
O  4.5965  1.0462  8.7085  -0.0053  0.0012  -0.0041
O  1.0127  4.6027  8.9309  0.003  0.0009  0.0058
O  8.9013  1.5384  8.8615  0.0029  -0.0048  0.0001
O  3.9464  7.0245  9.1134  0.0011  -0.0018  0.0027
O  8.0581  8.8735  24.3307  0.0014  -0.0015  -0.0019
O  8.7663  2.2854  24.7129  -0.0033  0.004  0.0027
O  5.5545  6.267  24.3965  0.0006  -0.0027  0.0001
O  2.0089  2.8396  24.3244  -0.0021  0.0012  -0.0032
O  10.7828  0.4197  24.4961  0.0059  -0.0075  0.0087
O  0.1767  4.7785  24.2764  -0.0015  0.003  -0.0005
O  7.1767  11.8303  20.4985  -0.002  -0.001  0.0007
O  6.2349  10.8036  24.3143  -0.0025  0.0012  -0.0016
Si  9.6969  1.3685  23.7749  0.0069  -0.0085  0.0053
Si  4.716  6.3638  20.4097  0.0008  0.0013  -0.0012
Si  1.0199  8.8664  10.4329  -0.0061  -0.0002  -0.0086
Si  17.2569  5.2456  15.9111  -0.0018  0.0006  0.0016
Si  7.1525  2.1706  19.464  0.0019  0.0023  -0.0028
Si  19.2374  14.299  12.617  -0.0006  -0.0023  -0.0053
Si  10.9164  4.9459  16.7888  -0.0013  -0.0105  -0.0064
Si  9.1056  -0.722  16.4078  -0.0011  -0.001  -0.0066
Si  15.2872  10.4402  19.0089  -0.0031  -0.0025  -0.005
Si  12.488  2.949  18.3105  -0.0006  -0.004  -0.0022
Si  8.3271  2.9236  9.5018  -0.0035  -0.0006  -0.0077
Si  2.9018  7.8876  18.4158  -0.0045  0.006  0.0035
Si  11.4092  1.0184  16.2889  0.0004  -0.0046  -0.0024
Si  0.3422  13.5929  13.5612  0.0018  0.003  0.0004
Si  4.1159  2.4066  20.0107  0.0012  -0.0026  -0.001
Si  6.0531  2.4157  14.4318  -0.0028  0.0046  -0.0027
B  6.7847  6.0292  18.5693  0.0004  0.0014  -0.0028
Si  5.1863  10.7564  9.5813  -0.0021  0.0084  -0.0123
Si  15.2384  6.566  23.4041  0.0024  -0.0016  0.005
Si  17.83  10.2087  20.5494  0.0007  -0.0018  -0.0003
Si  3.1034  4.3045  21.8756  0.0026  0.0015  0.0035
Si  11.3609  9.5284  14.7946  0.0015  -0.0201  0.0057
Si  6.4354  11.5456  16.9304  0.0014  -0.0042  -0.0017
Si  5.23  8.2869  13.1101  -0.0023  0.0005  -0.003
Si  10.5008  5.1839  9.4229  0.0011  0.0042  -0.0091
Si  3.6603  6.9234  15.448  0.0027  -0.0085  -0.0033
Si  7.5001  10.1616  23.4926  0.0001  -0.0004  0.0109
Si  -2.2788  8.3171  18.7505  -0.0021  -0.0001  -0.0031
Si  -0.4345  6.7567  12.0497  0.0002  0.0019  -0.0039
Si  1.5478  10.9623  12.3231  -0.0024  -0.0036  0.0034
Si  10.9613  6.6689  19.0185  0  0.0087  0.0116
Si  3.8178  8.1067  10.3175  0.0014  -0.0008  -0.0121
Si  0.8119  3.5288  23.4267  -0.0005  -0.0023  0.012
Si  9.8712  3.7961  19.0864  -0.0031  -0.0025  -0.0007
Si  4.7804  11.2736  12.5443  0.0056  0.0031  -0.0032
Si  7.767  6.2818  13.5146  -0.0005  -0.0007  0.0021
Si  1.276  5.3407  14.1257  0.0035  0.0047  -0.0008
O  9.9409  7.784  19.6097  0.0015  -0.0028  -0.0001
O  5.0292  1.765  13.3182  -0.0016  -0.0015  -0.0003
O  11.1695  2.8062  19.306  0.002  0.0005  0.0001
O  7.2333  12.5507  17.9379  -0.0001  -0.0012  0.0008
O  4.0711  7.9421  14.2279  -0.0006  0.0028  -0.0019
O  3.8552  0.8168  19.8259  -0.0009  0.0008  -0.0012
O  2.3238  8.0321  10.9448  0.0002  -0.0012  0.0056
O  -1.24  4.0459  17.4445  0.0031  0.0018  -0.0037
O  7.6523  4.8767  12.6527  -0.0007  0.0003  0.0006
O  9.291  -2.0171  17.3747  -0.0001  -0.0031  0.0037
O  5.8117  14.8335  15.1108  -0.0005  0.0004  -0.002
O  5.4287  9.921  13.2412  -0.0005  -0.0013  0.0027
O  10.6914  8.1204  11.1575  0.0009  -0.0001  0.0033
O  17.5758  5.1124  17.5307  0.0007  0.0002  0.0039
O  1.2099  10.6071  15.7516  -0.0001  0.0048  -0.0062
O  5.8685  12.3462  15.6704  0.0009  -0.0049  0.0035
O  1.5567  7.2476  19.1371  -0.0015  -0.0018  0.0008
O  19.3911  3.1922  19.682  -0.0015  -0.0015  0.0019
O  7.6301  18.0405  18.3958  -0.0002  -0.0009  -0.0001
O  12.4586  1.6333  17.3592  -0.0005  0.0052  0.0013
O  3.1635  11.0871  12.4327  -0.0079  0.0008  -0.0006
O  3.296  7.6495  24.1418  0.0017  0.0001  -0.0017
O  18.9361  9.5255  19.584  -0.0008  0.0004  0.0024
O  9.4002  4.0594  9.0774  -0.0027  -0.0005  0.0037
O  11.9205  9.7817  13.3028  0.0024  0.0158  -0.015
O  3.8033  2.8519  21.5639  -0.0014  -0.0005  -0.0013
O  4.8327  7.0536  21.9154  0.0004  -0.0005  -0.0008
O  1.1076  10.448  10.8405  -0.0009  0.0033  0.0018
O  5.0596  6.2554  15.9042  -0.004  0.0023  -0.0024
O  18.4477  10.4783  16.3386  -0.0008  0.0023  0.0007
O  -2.8253  2.7773  11.1029  0.0016  0.0009  0.0076
O  6.6052  7.4165  13.3098  -0.0011  -0.0004  -0.0007
O  5.6642  2.8515  19.6647  -0.0011  0.0005  -0.0001
O  10.9618  5.1266  15.1914  -0.004  0.0001  0.0051
O  16.0936  10.8264  17.6358  0.0009  0  0.002
O  9.9654  11.5144  16.9568  0.0025  0.0044  0.0003
O  0.1741  2.0885  15.0884  -0.0014  -0.0016  0.0022
O  3.5895  5.092  23.2266  0.0011  0.0033  -0.003
O  13.9584  -3.3471  16.8118  0.0025  0.0036  -0.0001
O  11.6645  8.0008  15.2215  -0.0652  -0.0738  0.2436
O  5.4851  11.3551  11.0651  0.0018  -0.0007  -0.0016
O  4.0583  -1.3564  9.6552  0.0002  -0.0004  0.0058
O  8.6521  11.264  23.0753  -0.0047  -0.0029  -0.0047
O  4.8181  7.8687  11.5768  -0.0007  -0.0003  0.0058
O  10.6075  2.4477  22.9298  0.0018  0.0041  -0.0065
O  3.5521  5.2286  20.6046  -0.0005  -0.0003  -0.001
O  7.6304  5.8534  15.1086  0.001  0.0007  -0.0025
O  -0.5448  5.4964  11.0089  0.0003  -0.0001  0.002
O  9.7407  9.8442  14.9393  -0.013  0.0037  -0.0002
O  0.8301  12.3895  12.5887  -0.0004  -0.001  -0.0041
O  6.9708  9.6281  22.0571  -0.0007  0.0011  -0.0052
O  1.4755  3.8353  13.5034  -0.0009  -0.0029  -0.0006
O  4.1874  7.2953  19.2017  0.0002  -0.0024  0.0019
O  2.648  5.7881  14.8627  -0.0009  -0.0014  -0.0031
O  9.8721  14.2193  13.0282  -0.0031  0.0013  -0.0006
O  3.0509  9.5084  18.6678  0.0011  -0.0006  0.0011
O  9.1922  6.9233  13.0248  -0.002  0.0012  0.0005
O  17.0871  5.845  19.7982  -0.001  -0.0008  0.0022
O  0.8558  6.3987  12.9733  -0.0004  -0.0025  0.0003
O  10.7663  6.4714  17.3885  -0.0018  0.0047  -0.008
O  16.3659  9.7371  20.0093  -0.0011  0.0013  0.0011
O  1.4936  4.1014  22.0488  -0.0031  -0.0008  -0.0049
O  10.4256  5.2502  19.6982  0.0004  0.0024  0.001
O  23.25  4.2989  17.3808  -0.0026  0.0018  0.0013
O  13.9352  3.088  19.0205  -0.0007  0.0018  -0.0006
O  7.517  2.4272  13.7078  0.0008  0.0006  -0.0017
H  11.2453  7.666  16.0505  0.0794  0.0783  -0.2332

Results
free energy: -135271.488 eV
free energy less fixed offsets of B -154.04, H -15.97, O -568.88, Si -635.61 eV per atom: -1.758 eV

The program warned: the cutoff lies below the one the program advises for these potential files; the forces do not sum to zero within the program's tolerance; the exchange-correlation potential is rough where the density is thin.
